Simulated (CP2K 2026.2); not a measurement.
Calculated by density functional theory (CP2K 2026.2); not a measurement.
Periodic cell of 504 atoms, Si360O144, from a study of silicon, its oxide and their interface. The atomic structure is a simulated model.
Doubt: the forces sum to 2.40 eV/angstrom along one axis rather than to zero, so they err by at least 0.0048 eV/angstrom per atom on average; the grid cutoff is modest.

Settings
functional: PBE
method: Gaussian and plane waves
basis set: DZVP-MOLOPT-SR-GTH
pseudopotentials: GTH-PBE
grid cutoff: 350 Ry, relative cutoff 50 Ry
k points: Gamma only
occupations: fixed
spin: none
net charge: 0

Cell vectors (angstrom)
a	16.32	0	0
b	0	16.32	0
c	3.5828	5.8696	34.713

Atoms and the computed forces on them: element, x, y, z (angstrom), force x, y, z (eV/angstrom)
Si	1.659	14.626	0.025	-0.054	0.194	0.719
Si	7.246	7.621	34.665	0.482	-0.469	0.6
Si	1.357	3.951	0.382	-0.144	0.246	0.7
Si	4.365	6.549	0.061	-0.174	0.089	0.767
Si	1.276	9.823	0.129	0.041	-0.293	0.662
Si	3.85	12.382	0.087	0.196	-0.078	0.749
Si	6.988	14.684	0.085	-0.027	0.105	0.706
Si	9.767	1.116	0.017	-0.129	0.141	0.75
Si	10.16	10.206	34.712	0.187	-0.125	0.801
Si	12.96	12.935	34.634	0.163	-0.26	0.762
Si	7.084	9.182	0.128	-0.043	0.132	0.829
Si	12.841	18.395	34.594	0.149	-0.201	0.688
Si	11.899	15.17	0.186	0.079	-0.01	0.692
Si	14.474	1.597	0.015	0.309	-0.124	0.763
Si	12.421	3.965	0.098	-0.241	0.109	0.72
Si	14.713	6.956	0.189	0.255	-0.118	0.731
Si	12.57	9.29	0.006	-0.247	0.294	0.711
Si	15.416	12.066	0.061	-0.297	0.024	0.742
Si	2.746	16.301	1.251	0.015	0.043	-0.037
Si	5.407	2.733	1.246	-0.008	0.007	-0.064
Si	2.719	5.519	1.423	0.018	0.018	-0.041
Si	5.5	8.074	1.441	-0.003	0.004	-0.059
Si	2.744	10.923	1.53	0.008	0.022	-0.036
Si	5.445	13.53	1.382	-0.03	0.004	-0.021
Si	8.161	16.299	1.32	0.01	0.005	-0.052
Si	10.869	2.718	1.352	-0.004	-0.035	-0.036
Si	8.202	5.477	1.272	-0.02	0.016	-0.055
Si	10.909	8.21	1.292	0.003	-0.001	-0.046
Si	8.209	10.889	1.267	-0.004	-0.009	-0.03
Si	10.743	13.588	1.396	-0.034	-0.018	-0.036
Si	13.503	16.334	1.427	0.012	-0.009	-0.055
Si	16.133	2.611	1.435	-0.042	-0.014	-0.043
Si	13.568	5.428	1.501	0.004	-0.013	-0.056
Si	16.371	8.182	1.329	0.03	0.021	-0.066
Si	13.673	10.953	1.247	0.029	-0.008	-0.065
Si	16.428	13.605	1.46	0.032	0.001	-0.079
Si	1.309	1.265	2.677	0.032	0.002	0.005
Si	4.075	4.069	2.708	0.021	-0.011	0.03
Si	1.373	6.871	2.752	-0.028	-0.024	0.029
Si	4.125	9.483	2.75	0.011	-0.014	0.002
Si	1.398	12.269	2.883	-0.024	-0.005	0.031
Si	4.117	14.99	2.68	-0.034	0.002	0.025
Si	6.772	1.369	2.622	0	0.023	-0.003
Si	9.495	4.087	2.664	0.002	0.011	0.011
Si	6.868	6.747	2.774	0.015	-0.014	0.034
Si	9.575	9.572	2.673	-0.01	-0.017	0.025
Si	6.809	12.165	2.705	0.01	-0.015	0.02
Si	9.446	14.958	2.778	0.004	0.012	0.036
Si	12.194	1.389	2.796	-0.023	0.003	0.046
Si	14.918	4.056	2.824	0.007	-0.006	0.022
Si	12.176	6.827	2.742	0.002	0.017	0.02
Si	14.982	9.558	2.684	-0.018	0.024	0.017
Si	12.246	12.249	2.63	0.009	-0.02	0.006
Si	14.96	14.972	2.697	-0.008	0.005	0.015
Si	16.309	16.288	4.102	0.004	0.006	0.01
Si	2.684	2.686	4.019	-0.005	0	0.001
Si	16.335	5.455	4.082	0.021	-0.021	-0.013
Si	2.735	8.179	4.123	0.004	0.004	0.009
Si	16.307	10.877	4.128	0.001	-0.006	-0.009
Si	2.778	13.663	4.126	0.004	-0.006	0.011
Si	5.454	16.341	4.047	0	-0.012	0.002
Si	8.127	2.724	4.018	-0.005	-0.016	0.002
Si	5.457	5.397	4.092	-0.004	0.007	-0.015
Si	8.209	8.188	4.059	-0.006	0.005	-0.01
Si	5.469	10.845	4.104	0.004	0.017	0.006
Si	8.111	13.569	4.095	0.008	0.009	-0.011
Si	10.838	16.316	4.112	-0.003	0.003	-0.003
Si	13.554	2.724	4.167	-0.003	-0.026	-0.004
Si	10.837	5.438	4.074	-0.008	0.005	0.001
Si	13.599	8.191	4.049	0.027	0.003	-0.026
Si	10.925	10.899	4.052	-0.011	0.019	-0.002
Si	13.584	13.602	4.031	0.001	-0.001	0.004
Si	17.628	14.926	16.295	-0.01	-0.021	-0.01
Si	4.03	17.616	16.238	-0.013	-0.011	-0.012
Si	17.613	4.047	16.287	0	-0.008	-0.01
Si	4.081	6.804	16.277	0.002	0	-0.001
Si	17.685	9.532	16.33	0.016	0.001	-0.012
Si	4.053	12.217	16.286	-0.015	-0.002	0
Si	6.802	14.946	16.306	-0.006	0.01	-0.01
Si	9.544	17.715	16.308	-0.006	0.011	-0.008
Si	6.852	4.146	16.245	0	0.015	-0.015
Si	9.561	6.817	16.342	-0.004	0.027	0.001
Si	6.823	9.51	16.254	0.014	0.001	-0.011
Si	9.556	12.235	16.346	0.005	0.013	-0.004
Si	12.269	14.986	16.332	0.003	0.019	-0.011
Si	14.919	17.642	16.37	0.009	-0.026	0.003
Si	12.239	4.097	16.372	0.002	-0.002	0.001
Si	14.948	6.8	16.366	-0.003	-0.023	-0.004
Si	12.268	9.529	16.378	-0.003	-0.012	-0.015
Si	14.962	12.219	16.353	0.003	-0.001	0.005
Si	2.647	16.281	17.642	0.032	0.015	0.013
Si	5.433	19.051	17.42	-0.011	0.001	-0.031
Si	2.628	5.471	17.567	0.024	-0.007	0.014
Si	5.515	8.123	17.611	-0.009	-0.026	-0.026
Si	2.759	10.844	17.704	0.001	0.011	0.013
Si	5.384	13.598	17.626	0.016	-0.003	-0.011
Si	8.198	16.321	17.621	0.004	-0.001	0.029
Si	10.875	19.057	17.733	-0.011	-0.011	-0.004
Si	8.208	5.462	17.702	-0.02	-0.01	-0.007
Si	10.913	8.169	17.738	0.001	-0.006	0.004
Si	8.151	10.855	17.64	-0.008	-0.029	0.011
Si	10.95	13.616	17.681	-0.023	-0.009	-0.014
Si	13.585	16.289	17.797	0.002	-0.001	0.032
Si	16.29	18.999	17.702	0.008	0.014	-0.001
Si	13.586	5.458	17.759	0.003	0.024	0.024
Si	16.302	8.204	17.694	0.023	0.017	0.003
Si	13.629	10.877	17.767	0.006	-0.006	0.003
Si	16.321	13.566	17.712	0.011	0.009	0.027
Si	17.636	17.612	19.062	-0.023	-0.008	-0.014
Si	4.026	4.028	18.72	-0.019	-0.01	-0.038
Si	17.652	6.834	19.011	0.03	-0.017	-0.016
Si	4.19	9.437	18.983	-0.01	0.015	-0.032
Si	17.706	12.204	19.063	0.003	0.012	-0.029
Si	3.996	14.929	18.993	-0.033	-0.013	-0.023
Si	6.777	17.77	18.796	0.019	0.011	-0.043
Si	9.559	4.135	19.117	0.018	-0.005	-0.011
Si	6.848	6.821	19.052	0.004	0.04	-0.002
Si	9.52	9.55	19.044	0	-0.024	-0.02
Si	6.727	12.203	18.931	-0.017	-0.004	-0.029
Si	9.567	14.959	19.006	-0.013	0.013	-0.024
Si	12.171	17.675	19.134	0.004	-0.017	-0.007
Si	14.934	4.032	19.071	-0.005	-0.011	-0.021
Si	12.27	6.853	19.176	-0.001	0.017	-0.039
Si	14.984	9.515	19.159	0.002	-0.014	0.018
Si	12.328	12.32	19.103	-0.024	0.049	-0.005
Si	14.977	14.879	19.149	-0.006	-0.007	-0.035
Si	16.325	16.255	20.514	-0.009	-0.009	0.042
Si	2.737	19.077	20.194	0.002	0.016	0.046
Si	16.245	5.495	20.356	-0.031	0.016	0.014
Si	2.856	8.072	20.334	0.005	-0.02	0.028
Si	16.419	10.822	20.495	0.027	0.008	0.066
Si	2.733	13.547	20.459	0.026	-0.021	0.055
Si	5.333	16.489	20.081	-0.05	0.029	0.016
Si	8.09	19.046	20.274	0.003	0.001	0.082
Si	5.365	5.319	20.069	-0.001	0.001	0.047
Si	8.224	8.163	20.485	0.003	-0.017	0.087
Si	5.501	10.803	20.375	-0.007	-0.007	0.049
Si	8.055	13.62	20.194	-0.019	0.027	0.014
Si	10.853	16.256	20.523	0.013	-0.002	0.051
Si	13.557	19.029	20.488	0.007	0.003	0.038
Si	10.93	5.455	20.567	-0.004	-0.014	0.069
Si	13.607	8.258	20.616	-0.024	-0.009	0.032
Si	10.81	11.08	20.332	-0.033	0.003	0.021
Si	13.721	13.492	20.648	0.06	0	0.053
Si	17.503	14.667	21.841	0.112	0.174	-0.761
Si	4.279	17.976	21.554	-0.172	-0.094	-0.726
Si	17.904	4.319	21.463	-0.09	-0.044	-0.695
Si	3.911	6.352	21.545	0.076	0.225	-0.719
Si	18.054	9.588	21.666	-0.176	-0.05	-0.73
Si	3.872	11.856	21.669	0.095	0.225	-0.815
Si	6.788	15.225	21.274	0.054	-0.131	-0.65
Si	9.027	17.363	21.57	0.305	0.108	-0.746
Si	6.45	3.853	21.49	0.196	0.022	-0.69
Si	9.917	7.161	21.843	-0.403	-0.357	-0.68
Si	7.192	9.854	21.743	-0.165	-0.164	-0.77
Si	9.231	12.263	21.648	0.146	0.085	-0.659
Si	12.525	15.124	21.859	-0.237	-0.15	-0.752
Si	14.682	17.417	21.766	0.222	0.089	-0.794
Si	12.471	4.267	21.917	-0.103	-0.098	-0.65
Si	14.712	6.53	21.851	0.061	0.189	-0.723
Si	11.965	9.65	21.724	0.406	0.127	-0.579
Si	15.401	12.304	22.034	-0.306	-0.124	-0.714
Si	16.345	16.112	31.79	-0.035	-0.001	0.074
Si	5.665	11.453	27.788	0.039	0.131	-0.031
Si	18.376	18.362	31.877	0.03	0.019	0.069
Si	16.56	7.99	23.971	-0.029	-0.021	-0.047
Si	7.215	12.574	25.616	0.034	0.021	0.078
Si	6.246	7.798	31.8	0.013	-0.006	0.304
Si	17.877	6.22	31.819	-0.002	0.001	0.198
Si	12.077	8.922	32.572	0.005	-0.033	0.259
Si	9.473	18.475	30.572	-0.154	0.028	-0.043
Si	3.109	13.331	27.857	0.039	-0.146	-0.078
Si	16.339	11.276	30.198	-0.067	0.033	-0.076
Si	4.343	15.416	25.839	0.097	0.1	-0.034
Si	6.086	13.88	32.813	0.02	0.076	-0.008
Si	5.31	20.085	25.941	0.085	0.012	-0.057
Si	12.043	18.772	29.431	0.084	0.035	0.047
Si	14.044	18.163	31.672	0.062	0.045	0.168
Si	10.517	14.202	23.897	0.022	-0.1	-0.084
Si	5.448	13.616	23.571	0.042	-0.004	-0.126
Si	9.99	12.182	26.079	-0.031	-0.011	0.056
Si	4.245	19.382	29.92	-0.056	0.029	0.049
Si	17.56	6.365	26.457	-0.018	-0.068	-0.102
Si	18.201	8.875	30.578	0.099	0.112	-0.006
Si	8.953	16.497	32.621	-0.109	0.093	0.15
Si	5.967	5.786	23.67	-0.029	-0.019	-0.191
Si	9.501	17.192	24.402	0.023	0.074	-0.005
Si	3.453	12.634	32.397	-0.067	0.039	-0.037
Si	11.416	19.481	24.766	-0.026	0.062	-0.132
Si	17.986	13.873	30.55	-0.078	0.128	0.064
Si	14.327	11.156	32.485	0.07	0.066	0.123
Si	9.695	21.311	31.965	0.034	0.007	0.147
Si	16.272	20.095	26.544	0.136	0.05	-0.029
Si	7.293	14.924	30.429	0.019	-0.045	-0.015
Si	7.111	8.472	24.519	0.102	-0.019	-0.139
Si	6.828	17.442	26.135	-0.131	-0.049	-0.049
Si	16.087	20.244	32.079	-0.051	-0.047	0.109
Si	16.573	18.831	23.733	0.035	-0.093	-0.133
Si	17.105	11.389	27.149	-0.015	-0.019	0.094
Si	5.415	8.569	27.023	0.034	-0.059	0.067
Si	18.727	8.779	27.633	0.028	0.027	0.013
Si	9.781	5.317	26.432	0.003	-0.076	0.008
Si	12.051	10.164	24.756	-0.036	0.055	-0.161
Si	6.931	5.736	27.495	0.006	0.123	-0.08
Si	6.779	17.652	29.189	0.059	-0.016	0.097
Si	15.106	10.656	24.847	0.033	0.083	-0.182
Si	11.041	7.107	30.411	-0.064	-0.031	0.111
Si	4.181	9.992	32.137	0.066	0.029	-0.026
Si	19.081	20.216	27.274	-0.066	0.095	0.019
Si	13.393	19.652	27.016	-0.066	0.047	-0.008
Si	2.498	16.661	23.852	0.028	-0.026	-0.213
Si	11.889	5.177	28.559	0.003	0.003	-0.061
Si	4.382	21.554	31.869	0.056	0.033	0.08
Si	10.024	7.786	24.771	-0.043	0.058	-0.233
Si	8.159	6.587	30.111	0.119	0.01	0.044
Si	8.144	13.076	28.139	0.001	-0.02	-0.037
Si	1.362	14.964	5.474	0.01	-0.001	0.014
Si	4.065	1.36	5.405	-0.009	0.007	0.004
Si	1.369	4.069	5.415	0.01	-0.013	0.021
Si	4.097	6.783	5.439	0.011	0	0.005
Si	1.364	9.528	5.471	0.002	0.009	0.019
Si	4.115	12.246	5.445	-0.003	0.008	0.012
Si	6.778	14.963	5.435	-0.007	-0.003	0.011
Si	9.476	1.376	5.426	-0.007	0.001	0.009
Si	6.802	4.053	5.447	-0.007	-0.001	0.009
Si	9.518	6.811	5.445	-0.009	0.001	0.005
Si	6.834	9.504	5.45	0.005	-0.022	0.019
Si	9.534	12.24	5.419	0	-0.014	0
Si	12.236	14.954	5.425	0.007	0.014	0.005
Si	14.956	1.349	5.456	0.001	0.009	0.022
Si	12.195	4.103	5.47	-0.007	-0.005	0.021
Si	14.952	6.816	5.418	-0.011	-0.001	0.004
Si	12.251	9.533	5.431	0.007	-0.002	0.018
Si	14.932	12.253	5.437	0.001	-0.009	0.008
Si	2.722	16.337	6.806	0.001	0.001	0.002
Si	5.427	2.703	6.793	-0.003	-0.009	0.003
Si	2.728	5.423	6.79	-0.007	-0.011	-0.005
Si	5.455	8.147	6.798	0.004	0	0.005
Si	2.732	10.896	6.804	-0.007	0.005	0.006
Si	5.447	13.606	6.818	0.002	0.003	-0.003
Si	8.142	16.322	6.794	-0.006	-0.005	-0.001
Si	10.842	2.723	6.804	-0.011	0.009	0.002
Si	8.153	5.44	6.795	-0.004	0	0.003
Si	10.893	8.167	6.793	0.009	-0.006	0.002
Si	8.187	10.879	6.797	0	0.011	-0.002
Si	10.88	13.599	6.793	-0.003	-0.004	-0.002
Si	13.593	16.306	6.801	0.002	-0.004	0.003
Si	16.322	2.725	6.792	0.01	0	0.001
Si	13.593	5.46	6.793	-0.001	0.006	-0.001
Si	16.316	8.154	6.802	0.011	-0.005	-0.004
Si	13.591	10.889	6.807	0.002	0.003	0.001
Si	16.31	13.593	6.804	0.004	-0.003	0.006
Si	1.359	17.693	8.162	0.007	0.007	-0.003
Si	4.081	4.071	8.161	0	0.004	0.002
Si	1.36	6.785	8.149	0.001	-0.001	-0.004
Si	4.09	9.517	8.149	0.006	-0.002	-0.009
Si	1.357	12.239	8.162	0.003	-0.008	0.005
Si	4.075	14.965	8.165	-0.012	-0.016	-0.003
Si	6.784	17.671	8.164	-0.009	-0.009	-0.004
Si	9.505	4.087	8.168	0	-0.002	0.001
Si	6.801	6.792	8.168	-0.007	-0.004	0.002
Si	9.536	9.521	8.162	-0.01	0	-0.002
Si	6.822	12.243	8.156	-0.001	0.014	-0.004
Si	9.518	14.964	8.148	0.002	0.012	-0.004
Si	12.224	17.678	8.145	-0.001	0.006	-0.005
Si	14.956	4.087	8.144	0.003	-0.01	-0.007
Si	12.246	6.813	8.162	0.002	0.005	0.002
Si	14.959	9.523	8.156	0.002	-0.002	0.002
Si	12.231	12.243	8.166	0	-0.001	0
Si	14.954	14.955	8.166	-0.001	0.002	-0.005
Si	16.316	16.323	9.512	0.008	0.005	0.003
Si	2.716	2.723	9.53	0	-0.001	0
Si	16.315	5.437	9.516	0.004	0.001	0
Si	2.721	8.153	9.505	-0.001	0.002	-0.002
Si	16.319	10.875	9.519	0.003	-0.006	0
Si	2.715	13.603	9.517	-0.004	0.016	0.005
Si	5.435	16.315	9.532	-0.001	0.003	-0.003
Si	8.149	2.716	9.52	-0.012	0.005	-0.006
Si	5.438	5.433	9.523	-0.001	-0.003	-0.002
Si	8.17	8.16	9.515	-0.001	-0.007	-0.004
Si	5.452	10.879	9.505	-0.002	0.002	-0.007
Si	8.171	13.603	9.522	0.003	-0.006	0.002
Si	10.875	16.319	9.516	-0.006	-0.009	-0.002
Si	13.593	2.722	9.497	-0.004	0.003	0.001
Si	10.881	5.446	9.511	-0.001	-0.007	-0.004
Si	13.605	8.166	9.525	0	0.002	-0.001
Si	10.885	10.881	9.532	0.001	0.002	0
Si	13.593	13.598	9.526	0.004	-0.006	0.004
Si	1.352	14.959	10.872	-0.001	-0.008	0.002
Si	4.071	17.675	10.887	0.001	-0.002	0.002
Si	1.349	4.081	10.885	0.008	-0.005	0.007
Si	4.075	6.797	10.876	0.002	-0.008	0.002
Si	1.357	9.507	10.87	-0.001	0.001	0.001
Si	4.084	12.234	10.862	0.001	-0.008	-0.013
Si	6.807	14.958	10.884	-0.006	0.004	-0.002
Si	9.519	17.68	10.879	-0.002	0.004	-0.002
Si	6.797	4.075	10.884	-0.003	-0.003	0.002
Si	9.531	6.806	10.877	-0.002	0.002	0.001
Si	6.812	9.527	10.87	-0.007	0.005	-0.007
Si	9.529	12.246	10.889	-0.003	0.001	0.002
Si	12.232	14.961	10.883	-0.001	0.013	-0.002
Si	14.947	17.681	10.865	0.001	-0.002	-0.005
Si	12.243	4.084	10.863	-0.008	0.009	-0.005
Si	14.96	6.797	10.883	0.007	-0.003	0.007
Si	12.251	9.523	10.889	0.004	0	0.005
Si	14.954	12.233	10.879	-0.003	0.001	0
Si	2.705	16.311	12.24	-0.003	0.007	0.005
Si	5.435	2.714	12.242	-0.005	-0.002	-0.012
Si	2.71	5.442	12.244	-0.001	0.008	0.002
Si	5.444	8.169	12.217	0.01	0.001	-0.004
Si	2.714	10.878	12.217	0.007	0.002	-0.001
Si	5.446	13.584	12.227	-0.007	0.001	-0.002
Si	8.168	16.318	12.248	-0.003	0	-0.001
Si	10.892	2.725	12.225	0.005	0.007	-0.006
Si	8.171	5.44	12.225	-0.008	-0.007	-0.002
Si	10.896	8.158	12.243	-0.007	0.001	0
Si	8.173	10.877	12.242	0	-0.002	0
Si	10.887	13.601	12.258	0.002	-0.009	0.003
Si	13.594	16.323	12.236	0.005	-0.003	0.006
Si	16.295	2.72	12.234	0.002	-0.003	0.006
Si	13.59	5.439	12.24	-0.008	-0.012	0.001
Si	16.319	8.156	12.245	0.002	0.001	0.005
Si	13.607	10.879	12.258	0.001	0.003	0.008
Si	16.31	13.6	12.228	0.003	0.003	-0.002
Si	17.639	17.664	13.587	0.003	-0.002	0.006
Si	4.07	4.072	13.594	0.016	-0.011	0.003
Si	17.668	6.795	13.614	0.011	-0.009	0.007
Si	4.075	9.523	13.573	-0.011	0.007	-0.001
Si	17.664	12.229	13.576	-0.005	0.014	-0.006
Si	4.069	14.929	13.576	0.01	-0.01	0.001
Si	6.802	17.68	13.599	-0.011	0.007	0.002
Si	9.546	4.093	13.581	-0.008	-0.001	-0.001
Si	6.817	6.817	13.566	-0.01	0.005	0.001
Si	9.55	9.525	13.601	0.001	-0.014	0.004
Si	6.814	12.238	13.597	-0.003	-0.012	0
Si	9.531	14.966	13.62	-0.002	0.006	0.002
Si	12.248	17.695	13.599	-0.01	0.005	0
Si	14.93	4.07	13.606	0	0.009	0.004
Si	12.249	6.804	13.617	0.003	-0.004	0
Si	14.964	9.512	13.618	0.005	-0.004	0.001
Si	12.25	12.241	13.622	0.004	0.007	0.005
Si	14.945	14.949	13.592	0.002	0.004	-0.004
Si	16.275	16.31	14.964	-0.005	0.002	-0.003
Si	2.68	2.704	14.929	-0.004	0.007	-0.002
Si	16.274	5.439	14.958	0.007	-0.004	-0.001
Si	2.717	8.178	14.948	0.001	-0.003	0.001
Si	16.323	10.884	14.967	0.006	0.003	0.001
Si	2.691	13.581	14.938	0.009	0.003	-0.003
Si	5.437	16.282	14.921	-0.004	-0.001	-0.006
Si	8.189	2.737	14.927	0	0	0.001
Si	5.447	5.465	14.908	0.002	-0.003	-0.002
Si	8.198	8.148	14.939	-0.011	-0.004	-0.012
Si	5.437	10.875	14.931	0.001	-0.001	0.004
Si	8.181	13.584	14.971	-0.001	0.005	0.008
Si	10.905	16.34	14.964	0	0.006	0.003
Si	13.586	2.717	15.003	0.005	0.003	0.005
Si	10.894	5.439	14.976	-0.01	0	0
Si	13.603	8.162	14.993	0.006	0.01	0.002
Si	10.905	10.872	14.987	-0.002	-0.007	0.002
Si	13.613	13.596	14.985	-0.008	-0.001	0.001
O	2.699	5.369	22.051	-0.084	-0.171	0.311
O	18.216	15.322	23.157	-0.106	-0.389	0.532
O	8.568	11.698	25.44	0.029	-0.617	-0.579
O	9.769	6.846	23.447	-0.169	-0.416	0.142
O	15.742	15.604	33.206	-0.339	0.016	-0.103
O	7.002	11.982	28.572	0.158	-0.417	0.354
O	6.345	19.366	34.276	0.004	0.188	-0.355
O	11.114	11.085	25.714	0.139	-0.188	0.237
O	7.387	13.164	33.438	0.152	-0.026	-0.448
O	13.611	5.396	22.345	0.025	-0.02	0.31
O	18.866	5.416	26.705	0.453	0.247	-0.066
O	19.005	9.091	29.193	0.288	0.284	-0.064
O	2.503	2.868	0.039	-0.072	0.061	-0.068
O	15.26	18.137	23.108	-0.256	0.017	0.355
O	17.234	13.977	34.467	0.097	0.091	-0.485
O	19.224	9.083	31.802	-0.119	-0.264	0.281
O	7.992	17.467	33.487	-0.324	0.128	-0.169
O	17.573	8.71	22.945	0.3	-0.031	-0.012
O	9.888	15.618	33.554	0.095	-0.052	-0.181
O	4.836	6.632	22.863	-0.081	0.5	0.291
O	9.607	12.462	27.668	0.371	-0.046	0.471
O	16.454	5.452	31.732	-0.411	0.381	-0.019
O	13.522	17.885	33.193	0.224	-0.413	-0.062
O	2.774	10.751	22.181	0.049	-0.061	0.498
O	17.247	19.842	22.698	-0.18	-0.02	0.284
O	6.071	9.006	25.619	-0.354	0.407	-0.301
O	11.989	14.444	23.253	0.473	-0.012	0.427
O	9.266	18.032	23.032	-0.048	0.486	0.107
O	15.988	11.448	25.966	0.007	0.34	-0.1
O	7.903	16.221	21.922	-0.067	-0.126	0.525
O	14.948	11.497	31.02	-0.36	0.254	-0.359
O	19.139	21.603	31.441	-0.103	-0.214	-0.61
O	13.58	16.311	22.275	0.083	0.108	0.453
O	9.57	7.296	29.752	-0.11	0.5	-0.361
O	6.702	9.245	23.165	-0.213	0.174	0.232
O	18.75	18.771	33.396	0.028	0.379	0.052
O	15.502	7.053	23.177	-0.306	0.032	0.242
O	16.167	19.714	24.993	-0.06	0.019	-0.095
O	16.146	20.15	33.696	0.213	-0.473	-0.116
O	18.02	10.062	26.956	-0.012	0.029	-0.254
O	11.784	14.007	34.247	-0.056	0.137	-0.314
O	9.705	21.196	33.569	-0.499	0.309	0.052
O	7.566	13.726	26.74	-0.056	0.487	-0.179
O	16.76	14.909	30.781	-0.173	-0.193	-0.189
O	10.917	8.438	21.964	0.152	0.151	0.001
O	15.753	9.18	24.697	-0.231	-0.057	0.431
O	12.066	20.371	29.709	0.165	0.283	0.398
O	8.337	5.661	31.424	-0.42	-0.292	0.048
O	17.07	8.701	34.328	-0.057	0.026	-0.202
O	17.629	19.496	27.198	-0.075	-0.633	0.242
O	11.766	19.892	23.225	-0.368	-0.054	0.136
O	16.284	11.368	28.571	-0.299	0.108	-0.327
O	16.915	9.836	30.632	-0.121	-0.059	0.248
O	17.67	7.559	27.531	-0.413	-0.08	0.332
O	8.254	11.043	22.152	-0.13	0.119	0.13
O	18.691	12.132	33.485	-0.411	-0.6	-0.045
O	6.539	16.123	29.665	-0.353	0.004	0.007
O	5.242	4.836	24.742	-0.209	0.169	-0.085
O	5.01	20.502	30.813	0.624	0.096	-0.154
O	12.158	10.47	23.146	0.245	0.339	0.212
O	5.848	20.881	27.255	-0.034	-0.173	0.389
O	5.382	18.442	29.276	-0.023	0.084	-0.493
O	4.796	13.007	33.197	-0.063	-0.17	0.533
O	5.772	14.654	22.404	-0.127	0.258	-0.109
O	16.284	5.394	26.7	-0.606	0.126	0.39
O	11.37	8.693	24.796	0.344	-0.234	0.294
O	7.094	7.74	30.437	-0.108	0.445	-0.408
O	6.894	4.839	22.724	0.548	0.25	0.283
O	3.727	16.754	34.331	-0.146	0.072	-0.258
O	9.886	17.389	31.682	0.738	0.017	-0.043
O	4.539	21.05	33.389	-0.145	-0.12	0.142
O	3.333	20.089	28.779	-0.357	0.211	0.331
O	7.285	7.502	33.031	0.433	-0.159	-0.371
O	15.181	17.088	31.233	0.14	0.04	-0.369
O	6.19	7.189	27.412	0.029	0.028	0.268
O	5.785	15.298	33.54	0.16	0.286	-0.16
O	12.856	19.46	25.512	0.201	-0.308	-0.265
O	8.171	17.122	25.304	-0.129	-0.235	0.229
O	12.715	7.685	33.401	-0.092	-0.078	-0.109
O	6.869	13.158	24.173	0.44	0.073	-0.316
O	3.616	17.289	22.867	0.28	-0.021	0.152
O	15.482	10.583	33.463	0.244	0.163	-0.152
O	8.16	5.377	26.484	-0.062	0.001	-0.499
O	10.93	5.94	31.535	0.374	-0.172	0.21
O	15.094	11.519	23.45	-0.308	0.06	-0.055
O	17.411	7.064	24.995	0.304	-0.235	-0.192
O	14.457	5.856	34.263	-0.008	0.117	-0.307
O	10.817	9.541	33.375	-0.054	0.015	-0.358
O	17.756	16.878	31.974	0.316	-0.3	-0.012
O	11.68	19.494	34.193	0.063	-0.197	-0.382
O	19.167	13.942	31.666	0.165	0.473	0.277
O	16.441	13.532	22.384	-0.185	0.216	0.433
O	3.307	18.458	30.873	0.06	-0.265	0.045
O	12.048	6.632	29.234	0.264	0.527	-0.051
O	10.354	20.546	25.382	-0.255	-0.102	-0.136
O	5.585	9.848	28.023	0.257	-0.196	0.582
O	5.402	19.05	22.084	0.153	-0.128	0.434
O	7.939	18.324	30.1	-0.042	0.454	0.273
O	17.376	12.394	30.694	0.064	-0.052	0.456
O	17.626	17.692	24.129	-0.179	-0.291	0.316
O	8.673	8.69	24.925	0.155	0.648	0.103
O	10.258	6.794	26.011	0.255	0.116	0.601
O	7.578	5.637	28.96	0.024	-0.272	0.256
O	5.693	16.276	26.088	0.031	-0.133	0.219
O	5.56	9.259	31.762	0.471	0.51	-0.243
O	6.916	6.874	24.361	0.477	-0.314	0.424
O	10.508	18.272	29.35	-0.171	-0.152	-0.691
O	17.687	7.37	30.722	-0.195	-0.068	-0.425
O	10.519	13.551	25.376	0.292	0.353	0.211
O	9.02	11.294	34.243	-0.024	0.076	-0.407
O	6.22	13.978	31.198	-0.424	-0.392	-0.296
O	9.853	15.662	24.028	0.049	-0.091	0.044
O	9.749	13.164	22.909	0.096	-0.198	0.21
O	5.947	11.759	26.205	-0.56	-0.448	-0.373
O	9.761	19.877	31.279	0.229	0.035	-0.168
O	13.187	10.043	32.319	-0.001	0.055	-0.475
O	14.972	19.466	27.231	0.064	-0.163	0.629
O	14.652	19.678	31.592	-0.336	0.597	-0.328
O	4.605	12.368	23.026	-0.139	-0.099	0.314
O	4.248	10.288	33.714	-0.338	0.279	-0.034
O	4.276	12.22	28.191	-0.117	0.016	0.447
O	13.006	4.86	27.441	0.452	0.599	-0.404
O	3.16	16.363	25.287	-0.272	0.201	0.435
O	3.803	8.36	26.915	-0.16	-0.024	-0.545
O	5.072	6.685	31.772	-0.334	0.088	-0.225
O	18.175	12.623	27.076	-0.032	0.396	-0.365
O	4.587	14.315	24.702	-0.281	-0.413	0.238
O	11.577	8.437	31.12	-0.074	0.286	-0.355
O	17.209	19.34	31.369	-0.083	-0.005	-0.55
O	7.282	17.655	27.665	0.39	0.277	0.125
O	10.41	5.009	27.895	-0.306	-0.213	0.307
O	13.645	12.435	33.229	-0.154	0.063	-0.29
O	12.834	18.031	30.62	-0.062	-0.573	0.145
O	8.23	14.121	29.366	0.36	0.255	-0.06
O	12.698	18.548	27.976	-0.046	-0.558	-0.287
O	10.764	18.006	25.016	0.092	-0.316	0.227
O	3.897	11.42	31.409	0.282	0.17	-0.533
O	13.565	10.378	25.305	0.033	0.111	0.505
O	3.831	19.525	26.278	-0.209	-0.617	-0.116
O	18.74	14.026	29.144	-0.031	0.384	0.082
O	3.823	14.578	27.111	0.04	0.28	0.168
O	18.295	6.732	33.3	0.476	-0.105	0.041
O	8.154	15.505	31.65	0.058	-0.279	0.163
O	6.23	18.827	25.548	0.016	0.133	-0.56

Results
total energy: -101653.892 eV
total energy less fixed offsets of O -438.35, Si -107.03 eV per atom: -0.692 eV
